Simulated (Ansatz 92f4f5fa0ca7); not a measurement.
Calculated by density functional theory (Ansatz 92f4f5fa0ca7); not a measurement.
Periodic cell of 215 atoms, Si133O82, from a study of silicon, its oxide and their interface. The atomic structure is a simulated model.
Doubt: the cutoff is far below the 930 eV that the study's wrapper takes by default for these files, so forces and energies are approximate.
This geometry differs little from another in the collection (a relaxation step or a small displacement).

Settings: functional PBE; potential files Ansatz PAW; basis plane waves; wave-function cutoff 580 eV; density cutoff ratio 5; exchange-correlation grid ratio 1; k mesh 1 x 1 x 1, Gamma-centred; self-consistency stop 5e-08 eV per atom in the density residual; occupations fixed; spin none; net charge 0.

Cell vectors (angstrom)
a	10.938	0	0
b	0	10.938	0
c	0	0	31.8453

Atoms and the computed forces on them: element, x, y, z (angstrom), force x, y, z (eV/angstrom)
Si	-0.404	0.7044	24.3723	-0.0061	0.0295	0.0406
Si	5.9569	-0.5493	24.4687	0.0091	-0.0199	0.0257
Si	2.2394	3.4421	24.4651	-0.0133	0.0112	0.034
Si	8.69	2.3637	24.5006	0.005	-0.0343	-0.0019
Si	0.3977	5.0065	24.4969	0.0381	-0.0114	0.0178
Si	5.212	6.1754	24.4294	0.0224	0.0569	0.0412
Si	3.1893	7.6154	24.2332	0.003	-0.0352	0.0228
Si	7.7469	8.7762	24.7402	0.0186	0.0324	0.037
Si	1.3866	1.541	25.6678	0.0036	0.0163	-0.0175
Si	6.8563	1.3381	25.6269	-0.0045	0.003	-0.005
Si	4.1829	4.2609	25.5536	-0.0284	-0.0013	-0.0126
Si	9.5932	4.0933	25.793	0.0053	-0.0023	0.0052
Si	1.4172	6.8158	25.63	-0.005	0.0032	-0.0038
Si	6.7966	7.0058	25.9503	-0.0185	-0.0084	-0.0089
Si	4.0411	9.5108	25.5503	0.0196	0.0003	-0.0035
Si	9.6568	9.7654	25.6472	-0.0293	-0.0014	-0.015
Si	2.7187	0.0192	26.9585	-0.0086	-0.0042	0.0065
Si	8.2039	0.0323	27.0882	0.0223	0.0032	0.017
Si	0.0069	2.7474	27.1467	-0.0034	-0.0103	0.0113
Si	5.4605	2.7623	26.9583	0.0062	0.0007	0.0083
Si	2.7632	5.4768	27.0609	0.01	0.0179	0.0057
Si	8.1873	5.486	27.0809	-0.0032	0.0069	0.0094
Si	0.0188	8.2376	26.975	0.0069	-0.0018	0.0105
Si	5.3387	8.3086	27.1645	-0.0092	-0.0272	-0.0022
Si	4.1018	1.3673	28.4271	0.0398	0.0615	-0.7482
Si	9.5708	1.3673	28.4271	-0.0695	0.0373	0.5462
Si	1.3673	4.1018	28.4271	0.344	0.18	0.3584
Si	6.8362	4.1018	28.4271	-0.1707	-0.2092	-0.2551
Si	4.1018	6.8362	28.4271	-0.3938	-0.0097	0.6368
Si	9.5708	6.8362	28.4271	0.2442	0.2787	-0.3702
Si	1.3673	9.5708	28.4271	0.0951	0.114	-0.5209
Si	6.8362	9.5708	28.4271	-0.0998	0.361	0.3424
Si	0	0	29.7943	-0.0605	-0.0017	-0.006
Si	5.469	0	29.7943	0.2074	0.0896	0.0418
Si	2.7345	2.7345	29.7943	-0.0226	0.0531	0.0012
Si	8.2035	2.7345	29.7943	0.0488	-0.0421	0.026
Si	0	5.469	29.7943	0.1616	0.1021	0.0142
Si	5.469	5.469	29.7943	-0.0176	0.0201	-0.0125
Si	2.7345	8.2035	29.7943	0.0139	-0.1343	0.0571
Si	8.2035	8.2035	29.7943	-0.0103	-0.0284	-0.0333
Si	1.3673	1.3673	31.1616	-0.0015	-0.0146	0.0052
Si	6.8362	1.3673	31.1616	-0.0727	0.0778	-0.0029
Si	4.1018	4.1018	31.1616	0.0271	-0.0369	0.0104
Si	9.5708	4.1018	31.1616	-0.07	-0.0349	-0.0494
Si	1.3673	6.8362	31.1616	-0.0834	0.0758	-0.0058
Si	6.8362	6.8362	31.1616	-0.0057	-0.0268	-0.0048
Si	4.1018	9.5708	31.1616	-0.025	0.0212	-0.0444
Si	9.5708	9.5708	31.1616	0.0177	0.0156	0.0047
Si	2.7345	0	0.6835	0.0655	-0.0479	0.0435
Si	8.2035	0	0.6835	0.0103	-0.0033	0.0101
Si	0	2.7345	0.6835	-0.0342	0.0799	-0.004
Si	5.469	2.7345	0.6835	0.096	-0.0613	0.0133
Si	2.7345	5.469	0.6835	-0.0339	0.0476	0.0094
Si	8.2035	5.469	0.6835	0.0592	0.0131	0.0485
Si	0	8.2035	0.6835	0.0577	-0.1144	0.0083
Si	5.469	8.2035	0.6835	-0.021	0.019	-0.0121
Si	4.1018	1.3673	2.0507	0.0067	0.1691	-0.0069
Si	9.5708	1.3673	2.0507	0.0116	-0.0175	-0.0342
Si	1.3673	4.1018	2.0507	-0.0507	-0.1703	-0.0524
Si	6.8362	4.1018	2.0507	-0.1596	-0.0793	0.0263
Si	4.1018	6.8362	2.0507	0.0927	-0.0072	-0.0617
Si	9.5708	6.8362	2.0507	-0.0321	0.0969	0.0139
Si	1.3673	9.5708	2.0507	-0.1822	0.0021	-0.0161
Si	6.8362	9.5708	2.0507	-0.0429	-0.0649	-0.009
Si	0	0	3.418	0.0525	-0.1802	-0.4988
Si	5.469	0	3.418	0.0406	-0.2723	0.3238
Si	2.7345	2.7345	3.418	-0.0442	0.0745	-0.743
Si	8.2035	2.7345	3.418	0.014	-0.2596	0.1693
Si	0	5.469	3.418	0.0613	-0.0022	0.471
Si	5.469	5.469	3.418	-0.3151	0.2006	-0.3654
Si	2.7345	8.2035	3.418	0.1265	-0.2616	0.6076
Si	8.2035	8.2035	3.418	0.0687	-0.1624	-0.1489
Si	1.445	1.2961	4.6949	0.0126	0.0086	-0.0299
Si	6.8549	1.3238	4.8166	-0.0039	-0.0001	-0.0067
Si	3.9988	4.1673	4.7268	-0.0007	-0.0071	-0.0269
Si	9.5871	4.0499	4.8051	0.0012	0.0028	-0.0079
Si	1.4003	6.7841	4.8831	0.009	0.0029	-0.0045
Si	6.8495	6.7892	4.7567	0.0044	-0.0018	-0.0367
Si	4.1422	9.5293	4.8584	-0.0019	-0.0034	-0.0044
Si	9.5905	9.5562	4.7579	0.0127	0.0133	-0.0377
Si	2.7202	-0.0406	6.1816	0.011	0.0238	0.0281
Si	8.2295	-0.0868	6.2179	0.0211	0.0139	0.0169
Si	0.0496	2.5849	6.0277	0.0119	0.0069	0.0096
Si	5.3214	2.7105	5.9469	0.0024	0.0151	0.0141
Si	2.6648	5.3336	6.372	-0.0022	0.0058	0.0087
Si	8.109	5.3177	6.1509	-0.0151	-0.0012	0.0192
Si	-0.0026	8.1871	6.1674	-0.027	-0.02	0.0179
Si	5.5205	8.1023	6.2192	0.0101	0.0097	0.018
Si	3.6095	1.8394	7.3154	-0.0576	-0.0362	-0.0269
Si	10.1328	0.7914	7.2905	-0.0176	-0.0546	-0.0128
Si	1.6706	3.362	7.5322	0.0296	-0.0044	-0.0116
Si	6.1715	4.4125	7.2817	0.004	0.0277	-0.0165
Si	4.6213	6.2464	7.3942	-0.0018	-0.0301	-0.0213
Si	9.0809	7.152	7.193	0.016	0.0332	-0.0188
Si	0.9233	9.9884	7.4162	-0.0099	0.0304	-0.0126
Si	7.4568	8.93	7.3619	-0.0119	-0.0256	-0.0163
O	4.5565	6.4521	9.0408	0.0047	0.0111	0.0265
O	0.9276	3.231	9.062	-0.0134	-0.0016	0.0082
O	9.177	6.8302	8.835	0.0005	-0.0052	0.0238
O	-1.0694	9.5486	15.8201	0.0001	-0.0031	0.0015
O	6.0367	3.8521	8.861	-0.0052	-0.0163	0.0134
O	4.3618	1.6703	8.8061	0.0215	0.0082	0.0196
O	7.5953	8.9707	9.0529	0	0.0016	0.0207
O	9.9387	1.3225	8.8594	-0.0004	0.0128	0.016
O	8.3246	3.1355	23.0724	-0.0064	0.0001	-0.0226
O	10.898	5.1443	22.8982	-0.0166	0.0084	-0.0228
O	5.6547	-0.4881	22.8052	-0.0056	0.012	-0.0203
O	6.1264	6.1944	23.0121	0.0056	-0.0119	-0.0239
O	5.8052	5.331	19.1289	0.0079	0.0072	-0.0002
O	2.6766	7.6176	22.6252	-0.0173	0.0119	-0.0288
O	8.0761	8.1547	23.2464	-0.0128	0.0025	-0.0316
O	0.1426	11.4924	22.8094	0.01	-0.0062	-0.0439
Si	7.6792	2.9022	21.6034	0.0022	-0.006	0.0243
Si	15.974	-8.0763	9.7102	-0.0051	0.004	-0.0159
Si	9.5466	-17.842	19.4062	0.0034	0.0028	0.0018
Si	12.4145	8.1248	18.4701	0.0009	-0.002	0.0035
Si	-1.9352	13.1893	12.2566	0.0052	0.0036	-0.0047
Si	-9.1338	6.3287	13.0669	-0.0015	-0.0033	0.0012
Si	-3.3445	4.0409	14.1565	-0.0021	0.0037	-0.0014
Si	6.7675	-4.2073	15.1774	0.0026	0.0015	-0.0076
Si	14.055	1.6997	16.6453	0.0022	-0.0005	0.0041
Si	3.1868	2.556	21.6617	-0.01	0.0072	0.019
Si	14.7253	4.4888	11.8319	-0.0003	0.001	-0.0086
Si	-0.6864	16.9267	21.6657	-0.0005	-0.003	0.0196
Si	5.2644	1.3226	18.8905	-0.0051	-0.0031	0.0073
Si	22.8297	11.1951	21.4247	0.0029	0.0057	0.0205
Si	17.2498	11.9814	11.872	-0.006	0.0037	-0.0051
Si	5.539	11.7073	21.7849	0.0006	-0.0124	0.0204
Si	-10.8768	13.0069	9.8664	0.0108	-0.0019	-0.0116
Si	-0.9455	10.0528	19.2497	0.001	0.0009	-0.0032
Si	4.9683	2.5804	14.1301	-0.0029	0.001	-0.0025
Si	8.2228	-3.2691	9.8793	0.0024	-0.0112	-0.0009
Si	7.3837	8.3558	19.6715	-0.0014	0.0054	-0.0017
Si	1.624	-2.8591	21.445	0.0135	-0.0007	0.0204
Si	3.2126	-1.199	16.5393	0.0007	-0.0005	-0.0011
Si	5.309	6.773	10.4552	0.0061	-0.0053	-0.0107
Si	-5.4998	-6.9235	20.0616	-0.0043	0.0031	0.0043
Si	7.1731	-5.207	18.2394	-0.0016	0.0057	0.0001
Si	1.5243	-0.6117	10.512	-0.0062	0.0025	-0.0127
Si	0.6274	6.2159	16.0326	0.0022	-0.0005	-0.003
Si	-1.4296	2.1366	15.1161	0.0034	-0.0016	-0.0036
Si	-2.0782	-0.3626	16.5638	0.0018	-0.0012	0.0019
Si	-4.7617	9.9829	17.573	0.008	0.0008	0.002
Si	15.4166	9.6177	11.6205	-0.0085	0.0002	-0.0028
Si	4.0336	-2.7879	14.1551	-0.0016	0.0004	-0.0032
Si	29.2412	-3.9142	22.3225	-0.0054	-0.0022	0.0087
Si	-10.4552	3.2385	17.1076	-0.0032	-0.0009	-0.0086
Si	-0.4044	-2.6701	12.0254	0.0007	0.0058	-0.0038
Si	9.4499	-2.706	14.958	-0.0005	-0.0046	-0.0101
O	-4.4716	3.9839	21.3406	0.0006	-0.0056	-0.0002
O	21.584	3.1806	18.545	0.0019	-0.0016	-0.001
O	17.9754	1.3967	21.6164	0.0064	0.0147	0.0012
O	10.3837	5.1993	20.2285	-0.0043	-0.0057	-0.0036
O	6.2582	3.3321	14.7488	0.0002	-0.0026	0.003
O	-0.9027	2.6481	11.0572	-0.0132	0.0015	0.013
O	9.9669	-2.3063	13.4864	-0.0084	-0.0085	0.0199
O	15.7721	9.8421	16.694	0.0005	0.0011	0.0036
O	11.4914	6.9486	12.2148	0.0013	-0.0005	0.0044
O	4.4402	12.7455	22.4266	0.0006	-0.0016	-0.0072
O	2.0535	-8.1104	17.1347	-0.0029	0.0005	0.0033
O	13.9508	8.6855	15.3169	0.0016	0.0024	0.005
O	2.0561	7.5944	19.9242	-0.0024	0.0021	-0.0038
O	10.1752	6.9418	15.6233	-0.0069	0.014	-0.0033
O	-4.5327	0.5808	18.0344	0.0063	-0.0098	-0.0023
O	5.2697	18.2228	14.801	0.0018	0.001	0.0044
O	5.7191	-0.3299	11.2503	-0.0024	-0.001	0.0024
O	7.953	-9.9242	11.9604	0.0003	-0.0002	0.0017
O	15.6975	8.2388	10.8414	0.0011	0.007	0.0032
O	6.1218	-1.9182	18.878	0.0012	0.0021	-0.0061
O	4.1911	3.5668	13.1044	0.0074	-0.0064	0.0103
O	6.9463	17.7115	10.3769	0.0001	0.012	-0.0026
O	-19.318	-1.7285	17.9216	0.0035	0.002	0.0005
O	9.5199	10.9769	17.9934	-0.0026	-0.0003	-0.0029
O	5.9858	2.2615	10.8588	0.0046	-0.0064	0.006
O	5.8896	-8.1502	19.103	0.0031	-0.0047	0.0013
O	-9.467	-4.9196	14.6409	-0.001	0.0017	0.0044
O	6.7362	7.8161	21.0536	0.007	-0.0068	0.0095
O	3.0358	-0.7266	11.1217	0.0091	-0.0038	0.0047
O	1.6433	-1.2231	21.5392	-0.0029	-0.0062	0
O	5.5426	-9.6514	13.3054	-0.0033	0.0072	0.0061
O	15.8242	-5.2558	11.596	-0.0027	-0.0007	0.0024
O	8.0682	14.4893	12.6617	-0.0003	0.0004	0.0001
O	4.9714	11.4178	20.2735	-0.0016	0.0039	-0.0037
O	2.2871	-5.9035	12.1908	0.0006	0.0046	0.0042
O	3.9053	1.4007	18.0366	-0.0025	0.0035	-0.0038
O	-6.3773	-1.5414	13.2446	0.0003	-0.003	0.0038
O	7.8529	7.9191	14.9472	0.0121	-0.0036	0.0088
O	14.7162	3.6376	10.432	0.0035	0.0009	0.0143
O	9.9045	12.7691	13.5597	0.0015	-0.001	0.0087
O	8.3565	-6.3345	18.4142	-0.0037	0.0011	0.0045
O	-1.73	-2.8933	11.1079	-0.0053	-0.0023	-0.01
O	1.3395	6.9884	17.2973	-0.0001	-0.0008	0.0016
O	0.2961	-6.1972	16.5695	0.0017	-0.0034	0.0091
O	1.4136	9.7069	8.9922	0.0067	-0.0024	0.0233
O	7.2758	5.6183	14.0965	-0.0009	0.0055	0.0085
O	11.0519	-14.4429	21.6661	0.0014	0.0026	-0.0024
O	2.5292	0.2436	16.1755	-0.0007	-0.0004	0.0027
O	3.8848	3.636	20.5731	0.0106	0.0057	-0.0018
O	12.0558	0.9746	10.4816	-0.0003	-0.0074	0.0082
O	0.0343	-2.0982	18.7561	0.0014	0.0002	0.0029
O	8.6483	9.3716	19.9169	0.0026	0.0015	0.003
O	13.0283	1.4303	21.105	0	-0.0064	-0.001
O	-2.4076	0.9581	15.6781	0.0058	0.0042	0.0057
O	7.5048	-12.1882	16.7262	-0.0029	0.0047	0.0028
O	6.7449	6.0456	16.6822	0.0004	-0.0011	0.0073
O	7.895	7.0809	18.8039	-0.0053	-0.0145	-0.0057
O	2.4093	3.3979	22.8043	0.0116	-0.011	-0.0239
O	11.4205	9.5053	11.4575	-0.0015	-0.0049	0.0028
O	-6.9255	2.2279	15.3938	0.0028	0.0014	0.0006
O	8.7809	3.6025	15.1927	0.0013	0.0003	0.0028
O	8.8489	3.016	20.4807	0.0008	0.0019	0.004
O	-0.1161	2.1623	16.0461	0.0027	0.0078	0.0068
O	-0.1656	11.0858	20.2404	-0.0046	-0.0026	-0.0009
O	3.0999	-14.5679	13.126	-0.0013	0.0006	0.0037
O	-2.3114	6.0881	21.8722	0.0033	0.0083	0.0071

Results
free energy: -131183.546 eV
free energy less fixed offsets of O -568.88, Si -635.61 eV per atom: 0.744 eV

The program warned: the cutoff lies below the one the program advises for these potential files; the forces do not sum to zero within the program's tolerance; the exchange-correlation potential is rough where the density is thin.
